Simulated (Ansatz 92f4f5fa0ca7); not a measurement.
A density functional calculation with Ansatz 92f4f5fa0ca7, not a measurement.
Periodic cell of 171 atoms, Si99O72, from a study of silicon, its oxide and their interface. The atomic structure is a simulated model.

Settings
functional: r2SCAN
potential files: Ansatz norm-conserving
basis: plane waves
wave-function cutoff: 1300 eV
density cutoff ratio: 4
exchange-correlation grid ratio: 1
k mesh: 2 x 2 x 1, shifted by 0.5 0.5 0.5 of a step
self-consistency stop: 5e-08 eV per atom in the density residual
occupations: Fermi-Dirac, 0.05 eV
spin: none
net charge: 0

Cell vectors (angstrom)
a 11.5403 0 0
b 0 11.5403 0
c -0.3787 -4.9457 21.3323

Atoms and the computed forces on them: element, x, y, z (angstrom), force x, y, z (eV/angstrom)
Si 0.5953 -0.7868 0.0707 -0.0019 -0.0893 -0.3635
Si 0.3939 4.5644 0.3946 -0.135 0.2482 -0.673
Si 0.4702 7.6861 0.6364 -0.0658 0.065 -0.82
Si 4.3912 -0.5275 0.1713 0.1414 -0.3607 -0.2612
Si 4.3364 3.9108 -0.0556 0.151 -0.0797 -0.3711
Si 4.3942 7.8318 0.3811 -0.0598 0.4949 0.0989
Si 8.3168 -0.9454 0.1757 0.1232 -0.3216 -0.57
Si 7.9817 4.524 -0.0235 -0.0491 0.4478 -0.28
Si 8.1951 7.5383 0.6281 0.1174 0.0165 -0.7145
Si 2.4252 -0.164 1.4458 -0.0581 0.0128 -0.2041
Si 2.4103 3.729 1.4196 -0.029 0.1588 -0.0737
Si 2.4735 7.5572 1.7636 0.2495 0.0326 -0.3708
Si 6.3939 -0.1083 1.3977 -0.02 -0.0014 -0.3205
Si 6.1994 3.965 1.4556 0.0341 -0.1633 -0.266
Si 6.2422 7.5195 1.8202 -0.0451 0.029 -0.2354
Si 10.1948 -0.2735 1.4237 0.0443 -0.0522 -0.201
Si 9.9355 3.884 1.4178 -0.0791 0.107 -0.1902
Si 10.1034 7.6427 1.9302 -0.1533 0.0376 -0.2033
Si 2.3688 1.7912 2.7847 0.0331 -0.1913 -0.0534
Si 2.4794 5.5634 2.9453 0.1722 -0.0625 0.0454
Si 2.4818 9.5754 2.9757 0.1869 0.1149 0.3862
Si 6.3278 1.9006 2.7137 -0.0873 -0.0356 -0.0766
Si 6.2075 5.6128 3.0861 -0.0064 -0.0977 0.0898
Si 6.3015 9.5908 2.9348 -0.1982 0.0784 0.343
Si 10.0715 1.7976 2.6943 0.0066 -0.0504 -0.1658
Si 10.0299 5.6083 3.017 -0.0829 -0.0338 0.2612
Si 10.1382 9.6291 3.0862 0.0607 0.1147 0.4425
Si 0.4462 1.7744 4.1453 0.0367 -0.0126 0.1223
Si 0.5041 5.6186 4.2289 -0.1144 -0.2901 -0.0463
Si 0.5614 9.5889 4.3676 -0.0513 -0.0213 -0.2283
Si 4.3713 1.8091 4.1418 -0.0358 0.0821 -0.0357
Si 4.3111 5.6281 4.4008 0.022 0.0013 -0.0205
Si 4.4052 9.5853 4.3561 0.0047 -0.015 -0.3033
Si 8.1909 1.8221 4.1796 0.004 0.1219 0.0884
Si 8.1405 5.6196 4.3953 0.1522 -0.073 -0.0688
Si 8.1727 9.6152 4.3784 -0.0105 0.0919 -0.226
Si 0.5109 -0.0403 5.7309 -0.0181 0.0214 0.171
Si 0.4747 3.6778 5.5254 0.0399 0.0895 0.0291
Si 0.5314 7.5691 5.5299 0.0758 0.0805 0.1682
Si 4.4908 -0.0249 5.6876 -0.1807 -0.1388 -0.0241
Si 4.2819 3.6648 5.648 0.1095 -0.1382 0.0535
Si 4.361 7.612 5.6413 0.0154 0.0917 0.0741
Si 8.1123 0.0024 5.7374 0.1293 -0.0935 -0.0122
Si 8.2326 3.6655 5.6886 -0.0639 -0.0716 0.0631
Si 8.1753 7.6155 5.5887 -0.0616 0.1505 0.1691
Si 2.5693 -0.0524 7.0054 0.0479 -0.0004 -0.13
Si 2.2969 3.7208 6.975 -0.0905 -0.0038 -0.0789
Si 2.4095 7.5427 6.9411 -0.1158 -0.0105 -0.1868
Si 6.2936 -0.0456 7.2984 -0.0454 0.0005 0.1925
Si 6.2382 3.6252 6.9717 -0.0008 -0.0548 -0.2588
Si 6.2969 7.6993 6.9794 0.0288 0.0382 -0.1531
Si 10.0296 -0.0245 7.0936 0.0411 0.0008 -0.114
Si 10.2281 3.6632 7.0239 -0.0128 -0.0831 -0.0296
Si 10.1368 7.5516 6.8452 0.1337 -0.0617 -0.3308
Si 2.4393 1.86 8.3507 0.0333 0.0115 0.1563
Si 2.2543 5.6669 8.3691 -0.2303 0.1885 0.0836
Si 2.5708 9.4558 8.254 0.1999 -0.1148 0.1856
Si 6.2461 1.9672 8.6655 -0.0977 0.2343 0.1243
Si 6.2206 5.671 8.0615 0.1071 0.0145 0.2514
Si 6.3648 9.4132 8.651 0.0359 -0.1699 0.1038
Si 10.1508 1.8536 8.5769 0.0972 -0.1128 0.1792
Si 10.1799 5.6762 8.2303 0.0561 0.0706 0.1423
Si 10.0815 9.4168 8.2043 -0.3152 -0.0821 0.226
Si 0.6288 1.1225 9.7136 0.0017 -0.0664 0.4815
Si 0.3308 6.2516 9.8218 -0.1013 -0.0168 0.5559
Si 0.5411 9.4441 9.3237 0.2999 0.1703 0.3377
Si 4.2144 2.7038 9.7574 -0.0211 0.0211 0.7193
Si 4.3194 5.7871 9.3814 0.1045 -0.021 0.7854
Si 4.3406 8.8969 9.8255 -0.11 -0.2579 0.4133
Si 8.2317 2.54 9.8715 0.0549 0.3801 0.6529
Si 8.1559 5.6092 9.3321 -0.1016 -0.2115 0.7161
Si 8.4214 8.6625 9.7969 0.0716 -0.1039 0.7685
Si 12.3781 8.3886 13.3136 -0.0072 -0.0023 0.363
Si -2.039 9.5697 15.44 0.1154 -0.0018 0.1312
Si 2.3921 1.6517 12.0066 0.0974 0.2095 0.386
Si 5.7993 6.4646 14.71 0.0839 -0.0815 -0.1915
Si 4.544 5.7849 18.381 0.0535 -0.0097 -0.3545
Si 8.5392 5.1076 14.4562 -0.1184 0.0416 0.1165
Si 8.1214 2.0449 15.0446 -0.0717 0.1403 0.2796
Si 3.8585 10.6806 12.5165 0.0531 -0.0644 0.3039
Si 6.4484 9.343 16.0693 0.1106 -0.1513 -0.2527
Si 2.8524 7.562 16.661 -0.0066 0.1289 -0.1453
Si 2.7025 9.9909 15.0663 -0.0509 0.0345 0.3874
Si 5.9914 -2.0109 19.1515 0.0008 0.0188 -0.2311
Si 11.826 7.2372 18.5114 -0.1214 -0.2196 -0.4691
Si -0.2991 -1.2117 18.7526 -0.0782 -0.0069 -0.3604
Si 14.7193 6.7533 13.5775 0.2379 -0.0595 0.2445
Si 3.3413 1.259 16.4375 -0.0171 0.2103 -0.4814
Si 7.2887 6.7476 18.8282 0.0225 0.009 -0.5283
Si 3.2481 1.4306 19.3918 -0.0526 0.06 -0.4049
Si 4.011 4.0823 16.0622 0.0412 -0.0039 -0.1719
Si 8.7927 0.8183 12.5258 0.1317 0.0377 0.315
Si -1.6979 0.5125 17.0092 -0.1541 0.2518 -0.2684
Si 9.9934 9.8143 12.3495 -0.0875 0.0036 0.3505
Si 0.9121 1.2599 17.794 -0.2968 0.21 -0.4677
Si -0.4197 5.6143 12.9354 -0.0628 -0.1636 0.5267
Si 6.3093 0.044 13.8912 -0.0503 0.0784 0.2693
Si 2.0197 4.1092 13.8548 -0.0747 0.1011 0.2205
Si 9.5893 6.8805 16.7762 0.1347 -0.1941 -0.2204
O 3.9278 4.4557 17.6484 0.1358 0.272 0.0758
O -1.7314 -0.4886 18.325 0.3701 -0.0226 0.0501
O 6.081 7.8044 15.6211 -0.0115 0.1304 0.0239
O 3.7659 5.28 -0.7564 0.0083 -0.1374 -0.1403
O -0.2255 -2.7737 18.4121 0.0031 0.0111 0.1317
O 3.0236 9.1623 16.4318 -0.1226 -0.1597 -0.3209
O 0.599 11.0163 10.0107 -0.1943 -0.1538 -0.3917
O 4.4684 -2.1023 0.5601 -0.0141 0.0247 -0.5616
O 10.6993 6.3142 17.8006 0.0543 0.3704 0.1104
O 2.5369 4.2321 15.3893 0.2184 -0.0199 -0.1509
O 4.413 7.632 -1.2738 -0.1241 -0.2581 0.4907
O -1.9782 5.1756 13.1921 0.205 0.1423 -0.1338
O 7.1072 -1.0215 19.834 0.086 0.0027 0.3531
O 6.4767 -3.5247 19.3956 0.0129 0.0044 0.0299
O 8.039 9.6129 16.1134 -0.0459 -0.0057 -0.096
O 8.1917 6.1646 -0.3288 -0.0141 -0.4368 0.4903
O 11.5286 9.2778 12.2514 -0.1859 -0.0424 0.0052
O 8.0444 3.6528 14.9897 0.1196 -0.0693 -0.1428
O 0.8325 0.1186 -1.302 -0.0883 -0.3371 0.2816
O 0.4475 4.4657 13.713 0.1122 0.2105 -0.276
O 1.0142 1.856 11.1593 0.0194 -0.3056 -0.3092
O -0.048 5.6409 11.3433 0.2352 0.315 -0.6573
O 0.5121 7.881 10.0148 -0.0764 0.4435 -0.0926
O 7.2136 5.9774 14.0877 0.0675 -0.0632 0.2249
O 2.8639 5.2477 13.0447 -0.1305 0.0837 0.1171
O 5.0599 0.1642 12.8884 -0.1078 -0.1994 0.0019
O 4.3413 7.2524 10.2487 -0.036 0.2103 -0.6308
O 4.3825 4.3205 10.2106 -0.157 -0.2842 -0.616
O 3.7474 2.0159 11.1773 -0.1477 0.0403 -0.1507
O 2.3092 2.618 13.3129 0.0447 -0.2452 -0.4174
O 4.7944 6.9457 13.5112 -0.2872 -0.0867 0.1732
O 5.9575 -1.1375 14.9432 0.1164 0.0429 -0.0282
O 8.3506 1.82 11.3492 -0.0565 0.0261 -0.3015
O 14.2741 6.932 15.1589 0.0703 0.0651 -0.1325
O 1.8003 1.7813 16.5464 0.205 -0.2661 0.3959
O 10.0453 -0.1152 12.1112 -0.1962 -0.1214 -0.0121
O 8.2016 7.1719 17.561 -0.1485 -0.0913 0.3246
O 4.1841 9.8212 11.188 -0.0268 -0.2441 -0.2456
O 4.1697 7.0595 17.4392 0.0157 -0.2633 0.1779
O 3.6376 9.6736 13.7806 0.01 0.2471 -0.3275
O 0.5125 9.1076 -0.309 0.0392 0.0569 0.6655
O 8.1741 4.1847 10.2367 0.1066 -0.2076 -0.6979
O 5.85 -1.8007 17.5311 0.1581 -0.0748 0.4781
O 10.1601 8.2159 16.0411 -0.2347 0.0666 0.0121
O 0.8724 -0.3824 17.942 -0.2616 0.0917 0.3358
O 4.3133 2.4693 15.9012 -0.3167 -0.0113 0.2344
O 5.1175 5.122 15.4097 -0.1681 0.0343 0.0971
O 1.6205 7.1365 17.6014 -0.0949 0.0691 0.21
O -2.0879 9.4288 13.8383 0.2186 0.1051 -0.3462
O 6.1693 5.6345 18.4095 -0.0095 0.2972 0.2523
O 8.1771 7.0457 10.1872 0.1698 0.3524 -0.5872
O 6.6524 1.4275 14.6901 0.1921 -0.3145 -0.2346
O 3.1543 -0.023 15.4567 -0.0563 -0.0642 0.0898
O 4.566 -1.8726 19.9492 -0.2346 0.3098 0.5748
O 3.8544 0.8947 17.9589 -0.2971 0.2473 0.3985
O 0.3159 6.1786 -0.0968 0.2622 -0.3643 0.512
O 8.2607 6.253 20.0058 -0.2597 -0.0197 0.3549
O 1.6726 1.8335 19.1199 0.3757 -0.226 0.0405
O 11.4533 7.0676 13.6457 0.0963 -0.0002 -0.3288
O 9.338 5.7225 15.7042 -0.0653 0.2143 0.0092
O 13.7697 7.7595 12.715 -0.1789 0.0822 0.0154
O 8.1626 8.9683 -0.2213 -0.0208 0.4087 0.5752
O -1.2955 -0.5579 15.815 -0.2167 -0.0126 0.1963
O 8.9702 9.1895 11.2675 -0.0256 0.0186 -0.4251
O 7.5843 -0.214 12.9148 0.0813 0.1719 0.0255
O 2.5302 0.0744 12.396 0.0997 0.0984 -0.1444
O -0.6126 1.6842 17.4122 0.2426 -0.543 0.1509
O 8.5677 1.3933 16.4879 0.183 -0.1692 -0.1779
O 12.7511 9.4339 14.5636 0.2273 -0.1717 -0.3054
O 4.3176 -0.5113 -1.4847 0.0278 0.1007 0.654
O 0.3308 3.7448 -1.0069 0.0992 0.1959 -0.0577
O 9.1844 1.6316 13.8819 -0.2859 -0.2053 -0.2678

Results
free energy: -45073.115 eV
free energy less fixed offsets of O -463.61, Si -117.95 eV per atom: -16.145 eV
pressure: -1.98 GPa
stress xx, yy, zz, yz, xz, xy (GPa, positive in tension): 0.25, 3.66, 2.02, -0.08, 0.09, 0.91
